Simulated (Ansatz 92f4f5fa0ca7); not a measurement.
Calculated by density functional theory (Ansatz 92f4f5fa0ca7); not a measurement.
Periodic cell of 226 atoms, Si132O92P2, from a study of silicon, its oxide and their interface. The atomic structure is a simulated model.

Settings
functional: PBE
potential files: Ansatz PAW
basis: plane waves
wave-function cutoff: 700 eV
density cutoff ratio: 5
exchange-correlation grid ratio: 1
k mesh: 2 x 2 x 1, shifted by 0.5 0.5 0.5 of a step
self-consistency stop: 5e-08 eV per atom in the density residual
occupations: fixed
spin: none
net charge: 0

Cell vectors (angstrom)
a  10.938  0  0
b  0  10.938  0
c  0  0  31.9494

Atoms and the computed forces on them: element, x, y, z (angstrom), force x, y, z (eV/angstrom)
Si  10.6044  0.0263  24.4177  -0.0082  0.0015  -0.0285
Si  5.0536  0.148  24.6606  -0.0232  -0.012  -0.0202
Si  2.7998  2.3162  24.5247  0.0089  -0.0072  -0.0271
Si  8.545  2.4611  24.5537  0.016  0.0078  -0.0178
Si  10.6829  5.6127  24.3323  -0.0138  -0.0105  -0.0305
Si  5.1357  5.6386  24.4475  -0.001  -0.0036  -0.0266
Si  2.9643  7.9768  24.3975  0.0184  0.0082  -0.0324
Si  8.392  7.8562  24.4077  0.007  0.0052  -0.0344
Si  1.2749  1.1525  25.8376  -0.0175  -0.0071  -0.0133
Si  6.7976  1.346  25.7368  0.0024  -0.0123  0.0022
Si  3.969  4.0295  25.7289  0.0119  -0.0058  -0.0121
Si  9.6653  4.045  25.8444  0.0115  0.0176  -0.0062
Si  1.321  6.8108  25.6657  0.0041  -0.0119  0.0226
Si  6.7861  6.7421  25.7482  0.0085  0.02  0.0156
Si  3.9812  9.4871  25.9503  -0.0346  -0.0005  -0.0223
Si  9.4638  9.4605  25.7976  0.0125  0.0028  0.0008
Si  2.6177  -0.1172  27.2864  0.0004  0.0165  0.0063
Si  8.122  -0.0513  27.1452  0.0072  0.0002  -0.0063
Si  0.0576  2.6756  27.2033  -0.0076  0.0019  -0.0013
Si  5.4348  2.7354  27.1111  0.0042  -0.0002  -0.0036
Si  2.6511  5.4305  27.1089  0.0024  0.0001  0.0029
Si  8.1723  5.3851  27.1338  0.0034  0.0212  -0.008
Si  -0.0077  8.164  27.126  0.0188  -0.0002  -0.0058
Si  5.4931  8.1598  27.1757  0.0075  -0.0134  -0.0106
Si  4.0743  1.3366  28.4981  0.0078  0.0146  -0.0231
Si  9.5313  1.3361  28.5016  -0.0105  -0.0103  -0.0139
Si  1.3761  4.0742  28.5637  -0.0004  0.0002  -0.0216
Si  6.7983  4.0681  28.5265  -0.0063  -0.0083  -0.0144
Si  4.0747  6.7882  28.4864  -0.0126  -0.0087  -0.0051
Si  9.5452  6.7919  28.4835  0.0021  -0.0028  0.002
Si  1.2806  9.4868  28.6203  -0.012  -0.0132  -0.0212
Si  6.8138  9.542  28.5631  -0.0054  0.0016  -0.0159
Si  -0.0379  0.003  29.9128  0.0058  0.0185  -0.0011
Si  5.4551  0.0025  29.8961  -0.0069  0.0023  0.0026
Si  2.7581  2.7208  29.9039  0.0078  -0.0082  -0.0007
Si  8.1914  2.7255  29.8871  0.0108  -0.0068  0.0049
Si  -0.0103  5.4623  29.8903  -0.0034  0.0146  -0.002
Si  5.4556  5.4616  29.8888  -0.0009  0.0073  0.003
Si  2.7444  8.1687  29.9042  0.0121  -0.0157  -0.0063
Si  8.218  8.1855  29.8886  0.0051  -0.014  0.0089
Si  1.3673  1.3673  31.2657  -0.0199  -0.0021  -0.0802
Si  6.8362  1.3673  31.2657  0.0188  -0.0096  -0.0112
Si  4.1018  4.1018  31.2657  0.0549  -0.05  0.0639
Si  9.5708  4.1018  31.2657  -0.1129  -0.1082  -0.0665
Si  1.3673  6.8362  31.2657  0.0045  -0.1599  0.0439
Si  6.8362  6.8362  31.2657  0.0505  0.0368  -0.1349
Si  4.1018  9.5708  31.2657  -0.0335  -0.0302  -0.0219
Si  9.5708  9.5708  31.2657  -0.1765  -0.1262  0.1334
Si  2.7345  0  0.6835  -0.0284  -0.0111  0.0943
Si  8.2035  0  0.6835  -0.0455  0.093  0.0066
Si  0  2.7345  0.6835  -0.0147  -0.1019  -0.0094
Si  5.469  2.7345  0.6835  -0.0253  0.1118  0.0938
Si  2.7345  5.469  0.6835  -0.0353  -0.0686  -0.1874
Si  8.2035  5.469  0.6835  0.0433  0.1538  0.0399
Si  0  8.2035  0.6835  -0.009  0.1824  0.0681
Si  5.469  8.2035  0.6835  0.2222  0.19  0.0014
Si  4.0942  1.3799  2.0622  0.0043  -0.0126  -0.0046
Si  9.5887  1.3493  2.0679  0.0062  -0.021  0.0036
Si  1.3615  4.1121  2.0299  -0.0226  -0.0114  -0.012
Si  6.8294  4.1342  2.0444  -0.0023  0.005  -0.0028
Si  4.1094  6.8379  2.0162  0.0185  0.0047  0.0062
Si  9.5825  6.8512  2.0703  -0.0017  -0.01  0.0072
Si  1.3581  9.5912  2.0684  -0.0216  0.0344  0.0039
Si  6.8287  9.62  2.066  0.0089  0.0065  0.0033
Si  0.0316  0.0236  3.5164  -0.0165  -0.0272  -0.0334
Si  5.462  0.0491  3.4657  0.0167  0.0052  0.0056
Si  2.7074  2.7653  3.4034  -0.0173  0.0023  0.0129
Si  8.2548  2.8069  3.3621  -0.0041  -0.0052  -0.0017
Si  0.0921  5.5235  3.4189  0.0242  -0.0009  -0.0087
Si  5.473  5.5284  3.4178  0.0078  0.033  0.0053
Si  2.7363  8.1784  3.358  -0.0124  -0.0237  0.0171
Si  8.256  8.297  3.4186  0.029  0.0366  0.0108
Si  1.3398  1.4958  4.87  -0.01  0.0231  0.0035
Si  6.8722  1.5239  4.7543  0.0393  -0.0328  0.0032
Si  4.0197  4.1927  4.7326  0.025  -0.0186  -0.0033
Si  9.6001  4.1723  4.7705  0.0121  -0.0292  -0.0258
P  1.3323  6.9902  4.7085  -0.0196  0.011  -0.0874
Si  6.8016  7.0276  4.7232  -0.0348  0.0007  -0.0041
Si  4.0204  9.5829  4.779  0.0029  0.0017  -0.0243
Si  9.5648  9.6406  4.9287  0.0453  -0.0543  -0.022
Si  2.6714  0.0216  6.1525  0.0024  0.0116  0.0383
Si  8.2626  0.1947  6.1512  -0.0777  0.0535  -0.0367
Si  -0.0267  2.8981  6.3057  0.0099  0.0134  -0.0313
Si  5.4475  2.8799  6.0523  0.0161  -0.0074  0.0144
Si  2.676  5.6851  5.9996  0.0013  0.0044  0.0571
Si  8.2326  5.6712  5.9574  -0.032  0.0217  0.0527
P  -0.5174  8.7548  6.8731  0.0205  -0.1264  0.1067
Si  5.4658  8.3722  6.1945  0.0074  -0.026  -0.0074
Si  4.3438  1.222  7.3166  -0.0098  -0.0173  0.0333
Si  9.7761  1.2894  7.6527  0.0021  -0.0389  0.0504
Si  1.131  4.6448  7.4492  0.0035  0.0251  0.0383
Si  6.5682  4.6063  7.2172  0.0214  0.0232  0.0349
Si  4.2381  6.7969  7.4588  -0.0037  -0.004  0.045
Si  9.6384  6.7247  7.548  0.0348  0.1101  -0.0043
Si  1.1461  10.0792  7.7931  -0.0429  -0.0557  -0.0045
Si  6.6596  10.0225  7.4265  0.0279  0.0244  0.046
O  9.5615  1.262  23.9764  0.0057  -0.0067  -0.0266
O  4.083  6.8266  23.9385  -0.0105  0.0118  -0.0229
O  3.9903  1.2622  24.0239  -0.0055  -0.0014  -0.0259
O  9.5152  6.7286  23.8893  0.0044  -0.0013  -0.0198
O  -0.0319  5.7311  7.9819  -0.0125  -0.0489  0.015
O  5.4961  0.179  7.9099  0.0016  0.0022  0.0284
O  0.1453  0.4047  8.2416  -0.019  0.1122  0.0781
O  5.4171  5.6658  7.7894  -0.0195  -0.0141  0.0299
O  7.4816  4.0591  8.4551  -0.0215  -0.0064  0.0044
O  8.612  7.0201  8.8319  -0.0044  0.0011  0.027
O  2.0439  9.5046  9.0825  0.0127  -0.0114  0.0022
O  8.8144  1.794  8.9261  0.0064  0.0337  -0.0059
O  7.4577  9.4711  8.7551  -0.0174  -0.006  -0.0053
O  3.5375  1.9112  8.5704  0.016  0.0248  0.0108
O  3.492  7.3062  8.8691  0.0209  0.005  -0.0176
O  2.0668  4.1587  8.7338  -0.003  -0.019  -0.009
O  8.1109  3.5092  23.3459  -0.0265  -0.0269  -0.0179
O  0.4203  4.955  22.9497  -0.0171  -0.0072  0.0142
O  1.8743  2.7651  23.2386  0.0099  0.0161  -0.0038
O  5.8063  4.9352  23.1126  0.0079  0.0035  0.0036
O  5.4949  10.0083  23.5008  0.0331  0.0281  -0.0148
O  2.4145  8.7095  23.0119  -0.0099  -0.0173  0.013
O  0.1642  10.0923  23.0841  0.0184  0.0163  0.0062
O  7.7521  8.594  23.0641  -0.0087  -0.0111  0.0077
Si  8.601  7.7369  18.4253  0.0017  -0.0017  -0.0018
Si  8.7151  6.4259  13.6541  -0.0027  0.0012  0.0146
Si  3.7168  1.5956  14.7038  -0.0056  -0.0011  0.0051
Si  2.0782  5.779  17.628  0.0021  0.0025  -0.0055
Si  2.365  3.1715  19.4834  0.006  0.0056  0.0055
Si  9.7424  9.087  12.0796  0.0064  -0.0034  -0.0094
Si  1.2985  9.4432  22.0712  -0.0017  0.0052  -0.0007
Si  9.1032  1.0286  13.1848  0.003  -0.0033  -0.002
Si  1.3345  5.1122  13.0372  -0.0001  0.0031  0.0033
Si  1.7173  8.2947  12.8036  0.003  0.0027  0.0008
Si  6.6135  9.5727  22.4173  -0.0077  0.0133  0.0086
Si  4.4636  4.6399  15.7081  0.0002  0.0043  0.0013
Si  8.1242  3.1251  9.5938  0.0129  -0.0064  0.0064
Si  0.7849  8.276  19.258  -0.004  -0.0023  0.0019
Si  6.9063  1.3736  21.0831  -0.0031  -0.0009  0.0084
Si  8.1214  8.3275  9.7019  0.0163  0.0025  -0.0177
Si  10.8142  5.2535  15.6179  -0.0038  0.0016  0.0024
Si  7.5077  9.5499  16.3038  0.0015  -0.0062  -0.0003
Si  9.8889  2.083  20.2988  -0.0018  0.0003  0.0015
Si  3.1233  8.5434  9.9056  -0.0084  0.0124  -0.0144
Si  6.6366  3.3784  17.4011  0.001  -0.0037  0.0001
Si  1.1217  0.2351  19.7979  -0.0043  -0.0027  0.0067
Si  3.1521  2.8983  12.2749  -0.0017  -0.0044  0.0043
Si  7.1648  5.4263  19.6728  0.0038  -0.0022  0.0046
Si  5.654  8.7165  11.5595  0.0011  -0.0025  -0.0042
Si  5.7109  6.1426  13.2162  0.0009  0.0032  0.0034
Si  4.5713  9.7419  17.6129  -0.0067  -0.0009  0.0088
Si  0.987  3.6186  22.1728  0.0061  -0.0059  0.0051
Si  4.846  1.5147  18.7945  0.0025  -0.0012  0.0014
Si  3.1441  3.1925  9.4789  0.0028  -0.0084  0.0042
Si  6.3801  10.8792  13.7783  0.0005  -0.0026  -0.0029
Si  10.2866  0.1717  15.9557  0.0059  0.0084  -0.0014
Si  5.5924  3.7404  11.156  0.0038  -0.0018  0.006
Si  9.7617  3.9734  11.9079  0.0014  0.0013  -0.0066
Si  2.2767  9.972  15.5241  0.0051  -0.0044  -0.0052
Si  6.0186  8.1537  19.7879  -0.0074  0.0028  0.0075
Si  6.904  3.9957  22.3644  -0.0002  -0.0103  0.0064
Si  9.6972  2.8173  17.37  0.0014  -0.002  0.0042
O  7.1224  6.4549  13.9856  -0.0076  -0.0056  -0.0215
O  1.8257  7.0867  18.6791  -0.0134  0.0058  0.0076
O  10.219  4.091  16.5457  0.0127  0.0024  -0.0043
O  6.1037  9.998  17.0446  -0.0003  -0.0029  0.0041
O  10.0783  0.7736  14.4585  -0.0154  -0.007  0.008
O  8.385  6.1529  18.8365  -0.027  0.0175  0.0098
O  5.0986  0.7483  14.4126  -0.004  -0.0078  -0.0104
O  5.6612  2.084  17.5112  0.0015  0.0092  0.0253
O  8.3043  1.967  20.5496  -0.0007  -0.005  0.0067
O  1.932  4.3267  18.3981  -0.004  0.002  0.0095
O  6.8994  2.8812  10.6642  -0.0079  0.0212  0.0002
O  4.7867  2.788  12.2047  -0.0089  0.0266  -0.0286
O  5.9689  4.4204  16.3367  -0.0171  -0.014  0.01
O  4.5171  4.0077  9.9217  -0.0105  -0.0305  0.0111
O  10.6524  2.7943  21.557  0.0084  0.0012  -0.0156
O  9.6457  6.2169  14.9939  0.0053  -0.0198  -0.0191
O  5.9535  6.5175  19.8312  0.032  0.0075  -0.0068
O  4.0232  0.2043  18.2783  0.0253  -0.0226  -0.0093
O  9.1951  10.6133  12.2682  0.011  0.0121  0.0201
O  2.7731  4.432  12.7183  -0.0099  -0.0228  -0.0025
O  1.8761  10.7254  21.2  -0.0319  -0.0192  -0.013
O  3.9437  2.7542  19.3753  0.0058  -0.0062  -0.0081
O  0.6623  10.0905  15.9412  -0.0099  0.0017  -0.0068
O  1.2236  9.831  18.8278  0.0016  -0.008  0.0243
O  1.6627  1.6916  19.2671  -0.0025  0.0054  -0.0022
O  8.8766  10.4447  16.4825  0.0031  0.0021  -0.0192
O  4.8144  8.615  18.7793  0.0091  0.0106  0.0044
O  9.4729  8.791  10.4962  -0.0191  -0.0062  0.0193
O  6.687  4.1188  18.8484  0.0066  0.0018  -0.0186
O  2.7663  1.7838  13.3723  0.0134  0.0194  -0.0055
O  5.7802  8.7964  21.2575  0.0211  -0.0035  -0.0114
O  2.4642  2.5775  10.836  0.0312  0.0255  0.003
O  7.5747  4.8777  21.1573  -0.0191  -0.0004  -0.0012
O  5.1099  7.5464  12.591  0.0303  -0.0078  -0.0041
O  0.3706  9.1258  12.4644  -0.0029  -0.0154  0.0023
O  7.5106  1.1164  13.5626  0.0059  -0.0219  0.0091
O  7.0406  9.6955  14.7341  0.009  0.0219  -0.0106
O  8.9064  5.0954  12.7224  0.0227  -0.0054  0.0009
O  8.0388  8.0884  16.8974  -0.0059  0.0041  0.0129
O  6.1742  2.5996  21.8948  0.0197  0.0076  -0.0105
O  2.3901  9.1173  14.0876  -0.016  -0.0013  0.0122
O  0.3478  4.5552  11.8627  0.0019  -0.0022  0.0153
O  0.766  8.3449  20.9301  0.0176  0.0227  -0.0113
O  9.3026  3.9444  10.3513  -0.0254  -0.024  0.0133
O  9.5783  2.4501  12.5129  -0.0209  0.0018  -0.0073
O  7.5618  8.5975  19.3791  -0.002  -0.0283  -0.009
O  2.4719  8.1524  11.3542  -0.0154  0.0014  -0.0098
O  3.902  3.1065  15.3628  0.0004  0.0043  -0.0155
O  0.7388  4.5297  14.4386  -0.0031  0.021  -0.0035
O  10.0018  3.0278  18.9617  -0.0011  -0.0118  -0.0079
O  9.09  7.8715  12.9756  -0.0009  -0.011  -0.0123
O  10.4697  0.562  20.0776  0.0103  0.0172  0.0032
O  5.9581  5.1218  11.9437  -0.0089  -0.004  0.0069
O  8.0977  2.7756  17.0151  -0.001  0.0086  0.0189
O  3.4795  5.5162  16.7366  0.0016  -0.0084  -0.0163
O  4.5694  9.164  10.3949  0.023  -0.02  0.0056
O  1.4292  6.7316  13.2091  0.0046  -0.0049  -0.0035
O  4.6934  5.5425  14.3546  0.0112  -0.0073  0.0028
O  2.0047  3.88  20.9161  -0.0081  -0.0162  -0.0084
O  10.4972  1.4575  16.9416  -0.011  0.0025  -0.0074
O  0.8926  6.1099  16.552  0.0077  -0.0215  -0.0081
O  7.2924  10.9715  21.9219  -0.0125  -0.0113  -0.0122
O  5.8848  0.9433  19.9066  0.0017  0.0173  -0.0039
O  5.9858  10.0879  12.3964  -0.0015  -0.0066  0.012
O  2.7726  0.5963  15.5696  0.0089  0.0015  0.0007
O  6.9615  8.0318  10.827  -0.0115  0.0157  -0.0004
O  10.1868  8.0502  18.684  0.0111  -0.0004  0.0108
O  3.3817  9.25  16.5593  0.0044  0.0132  0.0025

Results
free energy: -137766.529 eV
free energy less fixed offsets of O -569.03, P -756.45, Si -635.61 eV per atom: -2.349 eV

The program warned: the cutoff lies below the one the program advises for these potential files; the exchange-correlation potential is rough where the density is thin.
